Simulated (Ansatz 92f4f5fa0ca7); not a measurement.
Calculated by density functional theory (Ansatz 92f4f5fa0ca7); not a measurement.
Periodic cell of 210 atoms, Si128O78B4, from a study of silicon, its oxide and their interface. The atomic structure is a simulated model.
Doubt: the cutoff is low for norm-conserving oxygen, so forces and energies are approximate.

Settings
functional: HSE06
potential files: SPMS norm-conserving
basis: plane waves
wave-function cutoff: 800 eV
density cutoff ratio: 4
exchange-correlation grid ratio: 1
k mesh: 1 x 1 x 1, Gamma-centred
occupations: fixed
spin: none
net charge: 0

Cell vectors (angstrom)
a	10.938	0	0
b	0	10.938	0
c	0	0	31.2665

Atoms: element, x, y, z (angstrom)
B	9.9663	0.5835	24.7279
Si	5.7006	10.5898	23.8792
Si	2.0444	2.8747	23.8727
B	8.7541	1.8429	24.7297
Si	0.1823	4.7337	23.846
Si	4.8195	5.8508	23.9971
Si	3.1257	7.5859	23.8395
Si	7.4884	8.7516	23.7982
Si	0.9532	1.2116	25.1958
Si	6.8284	1.3885	25.0419
Si	3.849	3.9967	25.1215
Si	9.4103	3.7501	25.1923
Si	1.2419	6.6451	25.0056
Si	6.705	6.8563	25.0824
Si	4.0026	9.474	25.0996
Si	9.4598	9.5989	24.9463
Si	2.6483	0.0093	26.4145
Si	8.2395	0.074	26.4521
Si	-0.0023	2.76	26.6407
Si	5.4336	2.7494	26.4197
Si	2.6745	5.4888	26.5141
Si	8.1871	5.4482	26.3989
Si	-0.0474	8.1991	26.3504
Si	5.4358	8.2256	26.5228
Si	4.1018	1.3673	27.8483
Si	9.5708	1.3673	27.8483
Si	1.3673	4.1018	27.8483
Si	6.8362	4.1018	27.8483
Si	4.1018	6.8362	27.8483
Si	9.5708	6.8362	27.8483
Si	1.3673	9.5708	27.8483
Si	6.8362	9.5708	27.8483
Si	0	0	29.2155
Si	5.469	0	29.2155
Si	2.7345	2.7345	29.2155
Si	8.2035	2.7345	29.2155
Si	0	5.469	29.2155
Si	5.469	5.469	29.2155
Si	2.7345	8.2035	29.2155
Si	8.2035	8.2035	29.2155
Si	1.3673	1.3673	30.5828
Si	6.8362	1.3673	30.5828
Si	4.1018	4.1018	30.5828
Si	9.5708	4.1018	30.5828
Si	1.3673	6.8362	30.5828
Si	6.8362	6.8362	30.5828
Si	4.1018	9.5708	30.5828
Si	9.5708	9.5708	30.5828
Si	2.7345	0	0.6835
Si	8.2035	0	0.6835
Si	0	2.7345	0.6835
Si	5.469	2.7345	0.6835
Si	2.7345	5.469	0.6835
Si	8.2035	5.469	0.6835
Si	0	8.2035	0.6835
Si	5.469	8.2035	0.6835
Si	4.1018	1.3673	2.0507
Si	9.5708	1.3673	2.0507
Si	1.3673	4.1018	2.0507
Si	6.8362	4.1018	2.0507
Si	4.1018	6.8362	2.0507
Si	9.5708	6.8362	2.0507
Si	1.3673	9.5708	2.0507
Si	6.8362	9.5708	2.0507
Si	0	0	3.418
Si	5.469	0	3.418
Si	2.7345	2.7345	3.418
Si	8.2035	2.7345	3.418
Si	0	5.469	3.418
Si	5.469	5.469	3.418
Si	2.7345	8.2035	3.418
Si	8.2035	8.2035	3.418
Si	1.4388	1.3619	4.9372
Si	6.8763	1.3514	4.7353
Si	4.1051	4.1244	4.9009
Si	9.6157	4.0838	4.7246
Si	1.4021	6.7746	4.6583
Si	6.8565	6.8088	4.814
Si	4.0482	9.5324	4.8103
Si	9.6722	9.5574	4.8305
Si	2.8712	-0.025	6.4237
Si	8.3348	0.101	6.1262
Si	0.1151	2.9396	6.2143
Si	5.6089	2.7093	6.1951
Si	2.8465	5.7565	6.2165
Si	8.4002	5.5402	6.107
Si	0.4233	8.3623	6.0472
Si	5.4306	8.1464	6.1506
Si	4.9825	0.759	7.4818
Si	9.2068	2.0175	7.3756
Si	0.9874	4.843	7.5047
Si	7.4579	3.7197	7.3329
B	3.5221	7.683	6.5881
Si	10.1979	6.6751	7.2691
B	2.3415	8.9771	6.5744
Si	6.6169	9.8705	7.2279
O	7.0669	4.0258	8.9297
O	9.6086	1.8375	8.9858
O	5.0829	1.0855	9.1186
O	7.2963	9.1561	8.5844
O	9.4798	7.445	8.5717
O	1.3211	4.3181	9.0611
O	10.2477	5.3005	22.5259
O	2.7159	2.0403	22.5685
O	2.9537	7.8391	22.1945
O	5.1873	5.5215	22.4135
O	4.9587	0.4076	22.5658
O	7.9011	8.2358	22.2806
Si	4.5277	8.198	14.4392
Si	4.112	1.5944	21.8151
Si	3.9515	1.4273	15.2883
Si	5.8875	1.2354	10.5274
Si	8.0735	7.9039	9.2793
Si	7.2969	1.5227	14.6329
Si	5.7974	7.8139	19.0312
Si	8.555	10.5789	18.8431
Si	4.972	4.4838	21.1923
Si	10.5935	2.8629	12.6222
Si	1.1001	5.0184	16.9267
Si	3.2042	8.2702	20.6457
Si	4.5989	9.8731	17.0809
Si	9.3005	4.4925	18.4063
Si	8.3932	8.209	20.74
Si	6.4581	4.9619	18.6441
Si	1.0056	2.2666	15.4761
Si	2.829	0.039	19.4833
Si	4.6474	4.0187	11.5001
Si	0.3902	9.3356	15.8483
Si	9.1606	1.0923	10.3586
Si	9.2426	10.4885	14.1833
Si	6.8405	5.188	10.05
Si	7.4258	2.2323	17.773
Si	8.8023	5.2454	12.5347
Si	0.3861	0.5619	17.877
Si	2.3333	5.604	19.7057
Si	5.071	10.8852	13.1144
Si	10.3782	5.7131	20.9561
Si	1.6439	4.5062	10.6511
Si	9.6907	9.2708	11.2946
Si	7.0008	6.4661	14.8669
Si	1.8641	7.1371	14.7062
Si	8.6071	8.5723	16.3216
Si	0.4158	6.8855	11.9325
Si	5.5456	3.854	14.448
O	9.8317	1.7659	11.6831
O	3.1154	3.9247	11.004
O	4.2605	8.7641	15.9452
O	0.1637	8.4352	11.4464
O	9.9735	0.4086	18.7385
O	0.8655	6.7474	13.4918
O	0.6614	3.6403	11.6086
O	8.6045	9.7766	20.274
O	9.696	4.585	19.9873
O	3.4968	10.2534	18.1935
O	3.4053	7.0355	14.1859
O	8.4558	8.3354	10.7974
O	3.5598	4.7868	20.4103
O	4.7706	0.3709	16.2661
O	9.7132	7.2045	20.6664
O	7.5172	1.0895	10.4266
O	4.7992	8.2593	20.262
O	3.983	1.0205	13.6954
O	5.0291	2.9412	21.7173
O	4.4713	9.397	13.349
O	2.0592	4.9256	18.2475
O	7.9655	5.4016	18.2091
O	5.3118	5.2139	10.6093
O	6.8217	2.9351	13.9768
O	0.0837	1.6445	16.6824
O	1.6618	8.7006	15.1025
O	7.2797	1.6751	16.25
O	5.983	7.5366	14.2162
O	9.4998	3.9311	13.1936
O	5.3378	0.0636	11.5239
O	1.5063	6.1138	10.9923
O	2.6075	7.2052	19.5529
O	6.4134	0.2987	13.9885
O	7.7803	4.8475	11.3381
O	9.8153	10.5241	10.259
O	4.7509	4.3404	13.1061
O	1.0344	5.577	20.6752
O	6.1386	5.1302	15.3007
O	1.3173	3.8043	15.8811
O	5.5207	6.3147	18.3248
O	2.3834	1.4158	15.6613
O	7.4131	0.8455	18.7035
O	7.0716	6.6283	9.3385
O	6.2665	4.7164	20.2415
O	8.2327	9.6035	15.114
O	5.4742	2.6532	11.2023
O	7.2505	7.6353	19.737
O	10.4838	5.059	17.4386
O	8.8091	1.121	14.1998
O	6.2696	3.4081	18.0252
O	4.5851	2.94	15.4177
O	-0.1965	10.4381	14.8014
O	1.5657	0.9299	18.9464
O	8.1021	6.0696	13.7442
O	3.7885	1.071	20.2986
O	8.4287	9.4064	17.7043
O	8.8755	2.9646	18.021
O	2.4647	9.7247	20.4794
O	1.5371	6.3144	16.0602
O	9.9225	6.1487	11.8002
O	7.7239	7.2118	16.1401
O	5.7611	9.0611	17.9419
O	0.8073	10.0607	17.2286
O	10.1954	8.1884	16.1622
O	0.4532	2.2489	13.9288
O	9.2125	9.8546	12.7167

Results
free energy: -49752.722 eV
free energy less fixed offsets of B -77.42, O -447.96, Si -113.29 eV per atom: -1.042 eV
gap between the highest filled and lowest empty level on this k mesh: 0.998 eV

The program warned: the cutoff lies below the one the program advises for these potential files; the forces do not sum to zero within the program's tolerance; the exchange-correlation potential is rough where the density is thin.
